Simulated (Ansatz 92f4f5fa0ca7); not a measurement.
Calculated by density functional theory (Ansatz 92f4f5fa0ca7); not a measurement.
Periodic cell of 270 atoms, Si166O104, from a study of silicon, its oxide and their interface. The atomic structure is a simulated model.
Doubt: the cutoff is far below the 930 eV that the study's wrapper takes by default for these files, so forces and energies are approximate.
This geometry differs little from another in the collection (a relaxation step or a small displacement).

Settings: functional PBE; potential files Ansatz PAW; basis plane waves; wave-function cutoff 580 eV; density cutoff ratio 5; exchange-correlation grid ratio 1; k mesh 1 x 1 x 1, Gamma-centred; self-consistency stop 5e-08 eV per atom in the density residual; occupations fixed; spin none; net charge 0.

Cell vectors (angstrom)
a, 11.6015, 0, 0
b, 0, 13.3963, 0
c, 0, 0, 30.5863

Atoms: element, x, y, z (angstrom)
Si, -0.1482, -0.1179, 23.9301
Si, 3.6497, -0.0418, 23.8837
Si, 7.6996, -0.029, 23.9546
Si, 1.6752, 3.4734, 23.9315
Si, 5.6068, 3.3053, 23.7044
Si, 9.4358, 3.3575, 23.8857
Si, -0.0849, 6.6003, 23.9755
Si, 3.7062, 6.6746, 23.87
Si, 7.5643, 6.7273, 23.7393
Si, 1.7896, 10.0764, 23.9446
Si, 5.5819, 10.0581, 23.9711
Si, 9.5225, 10.0568, 23.7994
Si, -0.1883, 2.1883, 24.6075
Si, 3.6607, 2.2499, 24.5427
Si, 7.5333, 2.2231, 24.6507
Si, 1.8387, 5.6045, 24.892
Si, 5.674, 5.5433, 24.5442
Si, 9.4945, 5.5943, 24.6431
Si, -0.1456, 8.8974, 24.5976
Si, 3.6995, 8.8934, 24.7302
Si, 7.591, 8.9394, 24.6036
Si, 1.7957, 12.2625, 24.8171
Si, 5.6725, 12.317, 24.6408
Si, 9.5539, 12.2124, 24.7948
Si, -0.0873, 2.2071, 26.9965
Si, 3.7728, 2.2294, 26.9633
Si, 7.6381, 2.2234, 27.0257
Si, 1.8881, 5.5856, 27.1929
Si, 5.7419, 5.5602, 26.9604
Si, 9.5872, 5.5821, 27.0259
Si, -0.0822, 8.9088, 27.002
Si, 3.794, 8.9072, 27.0819
Si, 7.6673, 8.9182, 27.0002
Si, 1.8687, 12.2764, 27.1371
Si, 5.7375, 12.2964, 27.0233
Si, 9.6124, 12.2472, 27.1246
Si, 1.8638, 1.1319, 27.8252
Si, 5.7106, 1.1244, 27.8139
Si, 9.5954, 1.1129, 27.8207
Si, -0.0705, 4.4386, 27.8155
Si, 3.8382, 4.4452, 27.8229
Si, 7.6668, 4.4559, 27.8073
Si, 1.8603, 7.8325, 27.8556
Si, 5.7522, 7.7853, 27.8043
Si, 9.6023, 7.8073, 27.8184
Si, -0.0507, 11.1277, 27.8468
Si, 3.8271, 11.1576, 27.8292
Si, 7.6592, 11.1428, 27.8222
Si, 1.9336, 1.1164, 30.1913
Si, 5.8008, 1.1164, 30.1913
Si, 9.6679, 1.1164, 30.1913
Si, 0, 4.4654, 30.1913
Si, 3.8672, 4.4654, 30.1913
Si, 7.7343, 4.4654, 30.1913
Si, 1.9336, 7.8145, 30.1913
Si, 5.8008, 7.8145, 30.1913
Si, 9.6679, 7.8145, 30.1913
Si, 0, 11.1635, 30.1913
Si, 3.8672, 11.1635, 30.1913
Si, 7.7343, 11.1635, 30.1913
Si, 0, 0, 0.3944
Si, 3.8672, 0, 0.3944
Si, 7.7343, 0, 0.3944
Si, 1.9336, 3.3491, 0.3944
Si, 5.8008, 3.3491, 0.3944
Si, 9.6679, 3.3491, 0.3944
Si, 0, 6.6981, 0.3944
Si, 3.8672, 6.6981, 0.3944
Si, 7.7343, 6.6981, 0.3944
Si, 1.9336, 10.0472, 0.3944
Si, 5.8008, 10.0472, 0.3944
Si, 9.6679, 10.0472, 0.3944
Si, 0.0763, 0.0396, 2.7581
Si, 3.9028, 0.0409, 2.7787
Si, 7.7697, 0.0268, 2.733
Si, 2.004, 3.308, 2.7992
Si, 5.8077, 3.3538, 2.7821
Si, 9.7364, 3.3817, 2.7734
Si, 0.0907, 6.686, 2.7314
Si, 3.9587, 6.7445, 2.7854
Si, 7.8186, 6.74, 2.7594
Si, 2.0088, 10.077, 2.7958
Si, 5.829, 10.0277, 2.7912
Si, 9.7282, 10.0237, 2.7455
Si, 0.0576, 2.2445, 3.6411
Si, 3.915, 2.2144, 3.7566
Si, 7.7797, 2.2861, 3.4652
Si, 2.0493, 5.5608, 3.4527
Si, 5.9159, 5.5968, 3.5153
Si, 9.7548, 5.6308, 3.5351
Si, 0.0937, 8.9038, 3.503
Si, 3.8994, 8.958, 3.714
Si, 7.7958, 8.9709, 3.6015
Si, 2.0004, 12.3243, 3.6022
Si, 5.8363, 12.2859, 3.4589
Si, 9.7363, 12.2884, 3.3719
Si, 0.089, 2.2516, 6.0802
Si, 3.9522, 2.1679, 6.3065
Si, 7.8312, 2.314, 5.7917
Si, 2.1666, 5.498, 5.7732
Si, 6.0276, 5.5866, 5.8609
Si, 9.8602, 5.6852, 5.8952
Si, 0.1928, 8.852, 5.8523
Si, 3.942, 8.9647, 6.211
Si, 7.8541, 9.0191, 6.0071
Si, 2.0579, 12.3355, 6.0055
Si, 5.8962, 12.2945, 5.7851
Si, 9.8379, 12.2858, 5.6683
Si, 1.8901, 1.0487, 7.1251
Si, 6.049, 1.062, 6.7241
Si, 9.6987, 1.0816, 6.5621
Si, 0.204, 4.5493, 6.6553
Si, 4.1426, 4.5047, 6.7173
Si, 8.0177, 4.5174, 6.711
Si, 2.0344, 7.5806, 6.8134
Si, 5.9518, 7.7923, 6.7384
Si, 9.8373, 7.929, 6.7461
Si, 0.1274, 11.1073, 6.501
Si, 4.0225, 11.3261, 6.8705
Si, 7.8925, 11.3407, 6.5881
O, 6.069, 7.5716, 8.3933
O, 1.8498, 7.0482, 8.4207
O, 6.6154, 0.7969, 8.2979
O, 7.9853, 11.8723, 8.1891
O, 8.3217, 4.5301, 8.3554
O, 9.3361, 0.8453, 8.1881
O, 0.3206, 4.7922, 8.3056
O, 10.0477, 8.0469, 8.4088
O, 11.5737, 10.9761, 8.1309
O, 4.1032, 11.8533, 8.4877
O, 4.4459, 4.8956, 8.3141
O, 1.5621, 0.8826, 8.782
O, 8.0953, 13.2954, 22.3238
O, 3.4038, -0.2785, 22.2522
O, 1.8011, 10.338, 22.3023
O, 3.6594, 6.5965, 22.1994
O, 1.4727, 3.9147, 22.3277
O, 11.4281, 12.9391, 22.2813
O, 7.4757, 6.7653, 22.0648
O, 9.4881, 10.2207, 22.1297
O, 5.5689, 3.275, 22.0183
O, 9.2532, 3.4276, 22.2131
O, 5.2532, 10.0303, 22.341
O, 0.1345, 6.3033, 22.3407
Si, 9.9171, 9.5459, 20.695
Si, 5.9026, 10.2337, 20.8688
Si, 5.2513, 2.221, 20.7996
Si, 6.9286, 10.0237, 15.8995
Si, -0.9113, 11.644, 15.551
Si, 4.5803, 4.1794, 15.4654
Si, 0.7223, 5.0665, 21.4304
Si, 2.1729, 5.6121, 15.8683
Si, 9.3384, 0.9523, 19.1142
Si, 6.7508, 4.6204, 13.4946
Si, 6.916, 6.1415, 17.922
Si, 11.875, 1.9715, 12.7548
Si, 9.6018, 3.5195, 14.2233
Si, 12.8619, -7.6587, 9.2596
Si, 3.8471, 9.8109, 16.5841
Si, 11.6204, 0.4627, 20.9465
Si, 17.6322, 6.4207, 11.3371
Si, 9.1395, 10.1452, 17.8177
Si, 17.6626, 2.7827, 11.1551
Si, 8.2433, 1.4987, 16.3207
Si, 8.8611, 7.7706, 16.1478
Si, 8.0239, 13.428, 8.7425
Si, -0.188, 11.1129, 9.7238
Si, 0.9748, 0.3726, 10.2504
Si, 7.1913, 13.1631, 20.9707
Si, 9.5109, 8.7327, 9.8032
Si, 2.2236, 11.2743, 11.3939
Si, 4.8044, 11.2451, 9.8553
Si, 12.6568, 0.2014, 15.0056
Si, 6.0927, 3.2483, 17.8536
Si, 10.2319, 3.1063, 20.9483
Si, 8.199, 18.025, 9.9752
Si, 2.1571, 2.8813, 14.8794
Si, 3.8925, 6.9926, 17.9348
Si, -1.0562, 6.2589, 11.2757
Si, 2.9243, 6.8352, 20.7591
Si, 3.5576, 11.2163, 19.1592
Si, 1.8159, -2.5019, 14.5202
Si, 3.1083, 13.7164, 20.7621
Si, 6.8833, -0.1856, 11.375
Si, 7.737, 7.5986, 20.6787
Si, 4.0402, 4.6355, 9.8712
Si, 6.3834, 8.6184, 9.6097
Si, 11.0473, 6.1348, 14.4911
Si, 7.9586, 12.4163, 14.3359
Si, 1.5018, 9.715, 20.8289
O, 3.6996, -2.6042, 10.9496
O, 1.4337, 2.954, 13.3996
O, 9.7745, 7.6752, 11.0147
O, 7.0553, 4.5348, 18.0349
O, 6.4535, 6.1168, 12.8882
O, 3.7821, 2.9758, 14.6799
O, 10.9202, 6.2066, 12.8643
O, 12.025, 0.535, 13.525
O, 9.257, 0.9747, 17.4951
O, 0.5029, 1.6702, 11.1557
O, 7.3249, 6.7291, 19.3807
O, 10.1576, 10.1867, 10.1735
O, 7.9839, 6.5552, 16.7664
O, 4.7161, 3.1893, 10.2905
O, 1.6722, 4.0547, 15.9111
O, 2.2016, 8.2714, 20.7369
O, 9.5018, 11.8603, 14.4385
O, 10.1203, 11.1247, 16.9734
O, 5.9538, 0.7973, 21.1717
O, 8.1434, 0.0055, 10.3588
O, 5.9529, 3.5477, 12.5813
O, 12.5822, 6.4192, 15.063
O, 11.0966, 4.4306, 20.552
O, 5.5351, 9.9365, 9.2592
O, 7.9355, 9.0393, 9.6494
O, 8.0051, 0.1952, 19.6421
O, 1.1288, 10.5037, 10.465
O, 11.298, 1.9769, 21.4454
O, 9.5185, 8.6034, 17.4026
O, 1.531, 13.7445, 20.4065
O, 13.3394, 1.5128, 15.6479
O, 11.9682, 6.2726, 10.4948
O, 4.7146, 10.237, 19.766
O, 4.0043, 6.7932, 19.5488
O, 7.7828, 0.301, 15.3245
O, 6.0487, 14.6011, 11.491
O, 5.3693, 9.6365, 16.053
O, 10.4107, 2.6508, 13.0781
O, 10.5902, 4.6219, 14.9066
O, 6.1029, 4.474, 14.9739
O, 9.3208, 8.0201, 20.6326
O, 1.9994, -2.6367, 12.9157
O, 3.5324, 8.5186, 17.511
O, 2.5812, 6.1677, 17.3532
O, 7.5041, -0.6174, 12.8146
O, 7.4952, 3.2271, 10.4714
O, 7.8441, 8.7792, 15.3345
O, 6.7044, 11.6374, 20.7904
O, 9.3314, 10.3918, 19.4141
O, 5.4063, 6.5894, 17.4333
O, 3.8035, 12.7601, 19.6292
O, 3.6582, 1.86, 20.6949
O, 9.3968, 2.5042, 19.6809
O, 8.3452, 4.3057, 13.5239
O, 5.7211, 2.7533, 19.3516
O, 9.0517, 2.5826, 15.4225
O, 7.1913, 5.8485, 10.3466
O, 10.0295, 7.221, 15.164
O, -0.0788, 9.5168, 20.5641
O, 2.1005, 12.9036, 11.1055
O, 5.9363, 8.0183, 11.0638
O, 2.816, 9.8852, 15.3162
O, 9.6235, 4.9928, 10.7247
O, 6.9536, 11.2439, 14.8342
O, 4.6048, 5.7531, 10.9175
O, 2.0937, 10.7118, 19.6832
O, 0.2361, 10.6361, 14.9276
O, 11.3081, 12.7207, 10.0751
O, 3.6703, 5.5333, 15.1583
O, 10.6355, 13.5204, 19.6838
O, 6.8836, 8.9808, 20.5936
O, 3.6429, 11.1349, 17.5298
O, 11.4143, -0.3292, 15.9088
O, 1.8318, 5.6737, 20.4212
O, 7.5815, 10.445, 17.3612
O, 4.7394, 3.6943, 17.0318
O, 5.8583, -1.2489, 10.6934
O, 2.4142, 4.7617, 9.913
O, 6.8966, 2.1001, 17.0199
O, 2.1957, -0.9569, 14.9067

Results
free energy: -164674.812 eV
free energy less fixed offsets of O -568.88, Si -635.61 eV per atom: -0.032 eV

Forces (eV/angstrom), in the order of the atoms: element, x, y, z
Si, 0.0215, 0.0286, 0.0414
Si, 0.0544, 0.0175, 0.0548
Si, 0.0031, 0.0092, 0.0502
Si, 0.0911, -0.0492, 0.0743
Si, -0.007, 0.0182, 0.0884
Si, 0.0586, -0.0455, 0.0382
Si, 0.0206, 0.0276, 0.0738
Si, 0.0346, -0.0665, 0.0533
Si, 0.0512, -0.0265, 0.0907
Si, 0.0258, 0.0478, 0.0549
Si, -0.0036, -0.0157, 0.0675
Si, 0.021, 0.029, 0.0684
Si, -0.0728, 0.0002, -0.1444
Si, -0.0561, 0.0091, -0.0868
Si, -0.035, 0.0137, -0.1005
Si, -0.0256, 0.0244, -0.1831
Si, 0.0072, -0.008, -0.0346
Si, -0.0435, 0.0346, -0.0729
Si, -0.0499, -0.009, -0.0755
Si, -0.008, 0.0212, -0.092
Si, -0.0286, -0.0084, -0.0779
Si, -0.0237, -0.0246, -0.1198
Si, -0.0292, 0.0101, -0.0954
Si, 0.0316, -0.0355, -0.1054
Si, 0.0184, 0.0132, -0.0665
Si, 0.0296, 0.0169, -0.0947
Si, 0.01, 0.0034, -0.0325
Si, 0.0025, -0.008, -0.0596
Si, -0.0021, -0.006, -0.0711
Si, 0.0236, -0.0278, -0.0767
Si, 0.029, -0.0022, -0.0923
Si, 0.005, -0.0023, -0.0757
Si, 0.0144, -0.0056, -0.0994
Si, 0.0041, 0.0066, -0.0417
Si, 0.017, -0.016, -0.0814
Si, -0.0115, 0.0152, -0.0398
Si, -0.0073, 0.0007, 0.0623
Si, -0.0099, 0.0001, 0.0681
Si, -0.0227, -0.0115, 0.0525
Si, -0.0314, 0.0106, 0.0851
Si, 0.0101, -0.0191, 0.0738
Si, 0.0032, 0.0106, 0.0856
Si, -0.03, -0.0008, 0.0482
Si, -0.0044, -0.0061, 0.0658
Si, -0.0072, -0.0012, 0.0595
Si, -0.0001, -0.0198, 0.0591
Si, 0.0226, 0.0025, 0.0634
Si, -0.0048, 0.0078, 0.075
Si, -0.0829, 0.1033, -0.132
Si, -0.1721, 0.0219, -0.1073
Si, -0.136, 0.0309, 0.0074
Si, -0.2198, -0.0633, -0.0483
Si, 0.0931, -0.1414, 0.051
Si, -0.1197, 0.0015, 0.0421
Si, -0.1842, 0.0908, 0.2813
Si, -0.0613, -0.0891, -0.2032
Si, -0.1257, 0.0184, -0.114
Si, -0.0872, -0.1502, 0.2647
Si, -0.0246, -0.0592, 0.1009
Si, -0.1527, -0.0718, 0.0744
Si, 0.2609, 0.1655, -0.1099
Si, 0.0139, 0.1967, 0.088
Si, 0.027, 0.077, -0.2863
Si, 0.1441, -0.2272, 0.1974
Si, -0.1673, -0.0402, 0.1903
Si, 0.2358, 0.0425, 0.102
Si, 0.1221, -0.0201, -0.2466
Si, 0.2031, 0.2066, 0.0804
Si, 0.1405, 0.1476, -0.0228
Si, 0.1917, 0.0581, 0.2857
Si, -0.0045, -0.1054, 0.2033
Si, 0.0755, -0.149, -0.109
Si, 0.0106, 0.0043, -0.0629
Si, -0.016, 0.0265, -0.0842
Si, 0.0102, 0.0244, -0.0499
Si, 0.0219, -0.0243, -0.0854
Si, -0.0775, -0.0206, -0.0948
Si, 0.0435, 0.0007, -0.0884
Si, -0.0039, -0.0004, -0.0349
Si, 0.0395, 0.0264, -0.0845
Si, 0.0033, 0.0429, -0.0559
Si, -0.0172, 0.0251, -0.1082
Si, -0.0382, -0.0082, -0.0908
Si, 0.029, -0.0104, -0.074
Si, -0.044, 0.0293, 0.0861
Si, 0.0329, 0.0401, 0.0946
Si, 0.0111, -0.0536, 0.0715
Si, -0.0325, 0.0043, 0.049
Si, -0.0655, 0.0088, 0.0248
Si, 0.0086, -0.0306, 0.0462
Si, -0.0442, 0.0352, 0.041
Si, 0.0471, -0.006, 0.1489
Si, -0.0045, -0.006, 0.0859
Si, -0.0111, -0.0348, 0.0737
Si, -0.0055, -0.016, 0.0615
Si, -0.0176, -0.0073, 0.0592
Si, 0.0683, -0.0448, 0.0503
Si, -0.0487, -0.0494, 0.0355
Si, 0.0231, -0.0497, 0.1645
Si, 0.0674, -0.0448, 0.1217
Si, 0.1373, 0.0302, 0.1144
Si, 0.0822, 0.0665, 0.0875
Si, 0.049, -0.0618, 0.1123
Si, -0.0078, -0.0488, 0.0168
Si, 0.0058, -0.0523, 0.112
Si, 0.0089, 0.0594, 0.059
Si, 0.0185, 0.0331, 0.1456
Si, -0.0039, 0.0016, 0.1786
Si, 0.0295, 0.079, -0.115
Si, -0.0549, 0.0492, -0.1088
Si, -0.0559, 0.0462, -0.1056
Si, -0.0729, -0.0034, -0.0427
Si, -0.0232, -0.035, -0.0327
Si, -0.1026, -0.0693, -0.0121
Si, -0.0204, 0.1878, 0.0252
Si, -0.0714, 0.0231, -0.0638
Si, -0.018, -0.0341, -0.0795
Si, 0.032, -0.0418, -0.0671
Si, -0.0013, -0.0203, -0.0402
Si, 0.0141, 0.0085, -0.0768
O, 0.0318, 0.0722, 0.0319
O, -0.0253, -0.0854, -0.0093
O, 0.0376, -0.0206, -0.0267
O, 0.0057, -0.0122, -0.0713
O, 0.0122, 0.0132, 0.0319
O, 0.0002, -0.0268, -0.0407
O, 0.0271, 0.0028, -0.0637
O, -0.042, 0.0562, 0.0126
O, 0.0052, -0.002, 0.035
O, 0.0307, -0.0185, 0.0107
O, -0.0174, -0.0247, -0.0344
O, -0.0485, -0.0471, 0.1285
O, -0.0301, -0.0082, -0.0261
O, 0.0024, 0.0026, -0.0356
O, -0.0232, -0.0613, -0.0713
O, -0.05, 0.0342, -0.0698
O, -0.0107, 0.0325, 0.067
O, -0.0014, 0.018, -0.035
O, 0.0043, 0.0425, -0.0794
O, 0.0188, -0.0301, -0.0718
O, -0.0087, -0.0451, -0.0805
O, 0.0035, -0.0034, 0.0191
O, 0.0247, 0.0244, -0.0367
O, 0.0085, -0.021, 0.0178
Si, -0.0222, 0.0007, 0.0685
Si, 0.0069, -0.0175, 0.0196
Si, -0.0003, 0.0475, 0.0424
Si, 0.0016, 0.0025, 0.0025
Si, -0.0137, -0.0051, 0.0123
Si, 0.0518, 0.0047, 0.0106
Si, -0.0228, -0.0126, 0.0062
Si, 0.0078, 0.0171, 0
Si, 0.0188, 0.0109, -0.0189
Si, -0.0073, -0.0032, -0.0122
Si, 0.0055, -0.0206, -0.0068
Si, -0.0055, -0.003, -0.0041
Si, -0.0163, -0.0053, 0.0063
Si, 0.0284, 0.053, -0.0658
Si, 0.0015, 0.0135, 0.0113
Si, 0.0228, -0.0103, 0.0379
Si, 0.0111, -0.0395, 0.0611
Si, -0.0011, 0.0064, -0.0103
Si, -0.0303, 0.0052, 0.0404
Si, -0.0044, 0.0165, 0.0055
Si, -0.0073, -0.0261, 0.0041
Si, -0.014, 0.0141, -0.0674
Si, -0.0134, 0.015, -0.0197
Si, 0.0352, 0.0175, -0.0352
Si, 0.035, 0.0064, 0.0185
Si, -0.031, -0.0312, -0.0249
Si, -0.0186, 0.0262, -0.0085
Si, -0.0568, 0.0125, -0.0236
Si, -0.0114, 0.0081, -0.0191
Si, 0.0175, 0.0156, -0.024
Si, 0.0085, 0.0129, 0.0158
Si, 0.0112, 0.0204, -0.0452
Si, 0.0001, -0.006, -0.0265
Si, 0.0272, 0.0036, -0.0238
Si, 0.0153, -0.0118, 0.0241
Si, -0.0088, 0.0608, 0.0659
Si, 0.0029, 0.0237, -0.0444
Si, 0.0183, -0.0091, -0.0293
Si, -0.0219, 0.0025, 0.037
Si, -0.0212, -0.0064, 0.0521
Si, -0.0163, -0.0352, 0.0481
Si, -0.044, -0.0122, -0.002
Si, 0.0266, -0.059, -0.0406
Si, -0.0114, -0.0059, -0.0259
Si, -0.0184, 0.0201, -0.003
Si, 0.0358, -0.0423, 0.0529
O, -0.0101, -0.0123, -0.0088
O, 0.0139, 0.0023, 0.0118
O, 0.0012, 0.0129, -0.0341
O, -0.0053, 0.003, 0.0065
O, 0.0174, -0.0318, -0.0207
O, -0.0209, -0.0019, -0.0056
O, 0.0068, 0.0037, 0.0066
O, 0.0089, -0.0087, 0.0235
O, -0.0108, 0.0057, -0.0217
O, -0.0155, 0.0232, 0.0129
O, -0.002, -0.0049, -0.0063
O, 0.0135, 0.0028, -0.0377
O, 0.0133, 0.0225, -0.0102
O, 0.0061, 0.0105, -0.0259
O, -0.0049, -0.0021, -0.001
O, 0.0326, 0.002, 0.0223
O, 0.016, -0.0063, -0.006
O, 0.0022, 0.0066, -0.0118
O, 0.0067, -0.018, -0.0052
O, -0.0108, -0.0023, 0.0114
O, 0.0167, 0.0304, 0.0067
O, 0.0119, -0.003, 0.0043
O, 0.0005, 0.0059, 0.0097
O, 0.0244, 0.0074, 0.0086
O, 0.0066, -0.0134, -0.0158
O, -0.0126, -0.0064, 0.023
O, -0.0004, 0.0385, -0.0025
O, -0.0128, -0.0066, -0.0032
O, 0.003, -0.0023, -0.0011
O, 0.0048, -0.0093, 0.0119
O, 0.003, 0.0009, 0.003
O, -0.0467, 0.0171, 0.0228
O, 0.0229, -0.0013, 0.0352
O, -0.0015, 0.0084, 0.0044
O, 0.0042, -0.0029, -0.0066
O, -0.0034, 0.0058, -0.0298
O, 0.0005, -0.0069, -0.0061
O, 0, 0.0031, -0.0117
O, 0.0068, -0.0058, 0.0106
O, -0.0222, -0.0016, -0.0006
O, 0.0137, 0.0012, 0.0046
O, -0.0037, -0.0041, 0.0139
O, 0.0021, -0.0056, 0.0056
O, -0.0094, -0.0084, -0.0075
O, 0.0099, -0.0096, -0.0068
O, 0.0038, -0.0034, -0.0314
O, -0.0043, 0.0032, -0.0153
O, -0.0193, 0.0005, 0.017
O, -0.0097, 0.0074, -0.0267
O, -0.0219, 0.0025, 0.0023
O, 0.01, -0.0103, 0.017
O, -0.0036, -0.0084, 0.011
O, -0.0141, -0.0099, 0.0061
O, -0.0085, 0.0021, -0.0026
O, 0.0137, 0.0073, -0.0089
O, 0.0005, -0.0061, -0.0055
O, -0.0288, 0.013, -0.0161
O, 0.0004, 0.0112, 0.0001
O, 0.0303, -0.0002, 0.0157
O, 0.0126, -0.0571, 0.0012
O, 0.0092, 0.0176, -0.0544
O, -0.0102, -0.0025, -0.0106
O, -0.0017, 0.0044, -0.0189
O, 0.0002, -0.0071, -0.001
O, 0.0182, 0.0198, -0.0248
O, -0.0022, -0.0195, 0.0375
O, -0.0069, 0.0012, -0.0006
O, -0.0102, -0.0505, -0.0387
O, -0.0154, -0.0101, -0.0078
O, -0.0183, -0.0066, 0.0122
O, -0.0214, 0.0295, 0.0225
O, 0.0048, -0.0204, -0.0171
O, 0.0085, -0.012, 0.0027
O, 0.0219, 0.0173, 0.0045
O, -0.0047, -0.0066, 0.0018
O, -0.021, 0.0047, -0.0085
O, 0.0306, 0.0212, -0.0098
O, 0.0533, -0.0141, -0.0112
O, 0.0083, -0.0117, 0.0028
O, -0.016, 0.0093, 0.001

The program warned: the cutoff lies below the one the program advises for these potential files; the forces do not sum to zero within the program's tolerance; the exchange-correlation potential is rough where the density is thin.
